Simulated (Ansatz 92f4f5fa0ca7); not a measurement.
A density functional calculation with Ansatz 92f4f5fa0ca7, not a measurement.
Periodic cell of 226 atoms, Si133O92B1, from a study of silicon, its oxide and their interface. The atomic structure is a simulated model.
Doubt: the cutoff is far below the 930 eV that the study's wrapper takes by default for these files, so forces and energies are approximate.
This geometry differs little from another in the collection (a relaxation step or a small displacement).

Settings
functional: PBE
potential files: Ansatz PAW
basis: plane waves
wave-function cutoff: 580 eV
density cutoff ratio: 5
exchange-correlation grid ratio: 1
k mesh: 1 x 1 x 1, Gamma-centred
self-consistency stop: 5e-08 eV per atom in the density residual
occupations: fixed
spin: none
net charge: -1 e, with a uniform compensating background and no finite-size correction

Cell vectors (angstrom)
a	10.938	0	0
b	0	10.938	0
c	0	0	31.9494

Atoms: element, x, y, z (angstrom)
Si	10.6214	-0.002	24.4229
Si	5.0681	0.1202	24.6663
Si	2.8124	2.2899	24.5403
Si	8.5625	2.4313	24.5683
Si	10.6983	5.5823	24.3402
Si	5.1509	5.6099	24.4567
Si	2.9805	7.9475	24.4128
Si	8.4064	7.8263	24.4219
Si	1.2836	1.1283	25.8508
Si	6.8071	1.3244	25.7463
Si	3.9763	4.0086	25.7403
Si	9.6779	4.0183	25.8602
Si	1.3292	6.7904	25.6767
Si	6.7946	6.7197	25.7615
Si	3.9935	9.4632	25.9624
Si	9.4748	9.4372	25.8051
Si	2.6272	-0.1372	27.302
Si	8.133	-0.0692	27.1553
Si	0.0689	2.6523	27.2254
Si	5.4434	2.7184	27.1223
Si	2.6589	5.4152	27.1218
Si	8.1828	5.3672	27.1471
Si	0.0023	8.1504	27.1419
Si	5.5014	8.1389	27.1964
Si	4.0774	1.326	28.5112
Si	9.5352	1.315	28.5233
Si	1.3804	4.0661	28.5807
Si	6.7969	4.0598	28.5398
Si	4.0709	6.7756	28.5094
Si	9.55	6.7796	28.4973
Si	1.2812	9.4782	28.6449
Si	6.816	9.5362	28.5778
Si	-0.0524	-0.0213	29.9536
Si	5.4422	-0.0135	29.915
Si	2.7634	2.7152	29.9194
Si	8.1763	2.7035	29.8944
Si	-0.0249	5.4405	29.9092
Si	5.4473	5.447	29.9126
Si	2.7253	8.1443	29.9325
Si	8.2144	8.1738	29.9001
Si	1.3595	1.3772	31.2764
Si	6.8111	1.3697	31.2818
Si	4.1036	4.0846	31.3053
Si	9.5356	4.0877	31.2738
Si	1.3436	6.8103	31.2986
Si	6.8204	6.8456	31.2717
Si	4.0763	9.5641	31.2859
Si	9.5397	9.5446	31.3135
Si	2.7331	0.0269	0.7072
Si	8.1853	0.0172	0.6955
Si	-0.0004	2.7605	0.7018
Si	5.4771	2.7484	0.7383
Si	2.7285	5.4667	0.709
Si	8.2006	5.4974	0.6969
Si	0.0038	8.2132	0.736
Si	5.4687	8.2306	0.7136
Si	4.0944	1.3933	2.1089
Si	9.5862	1.3689	2.0517
Si	1.3404	4.1528	2.0916
Si	6.8298	4.1669	2.0776
Si	4.0854	6.8611	2.0664
Si	9.5686	6.8518	2.1065
Si	1.3687	9.6217	2.0841
Si	6.8203	9.6392	2.0822
Si	0.0164	0.0493	3.4821
Si	5.4655	0.0405	3.5069
Si	2.7153	2.8012	3.4377
Si	8.2457	2.7913	3.3628
Si	0.0255	5.5354	3.5254
Si	5.4614	5.5409	3.4634
Si	2.731	8.2515	3.4288
Si	8.2115	8.2891	3.4181
Si	1.3677	1.4692	4.8479
Si	6.8955	1.5017	4.7615
Si	4.0203	4.2141	4.8114
Si	9.5807	4.093	4.8094
Si	1.405	6.9626	4.896
Si	6.7915	7.0247	4.7827
Si	4.1065	9.5399	4.8489
Si	9.6051	9.5935	4.8434
Si	2.7487	0.0428	6.1313
Si	8.2716	0.1185	6.106
Si	0.0439	2.8378	6.3098
Si	5.4945	2.8869	6.0889
Si	2.8971	5.7485	6.2688
Si	8.2132	5.6084	5.9771
Si	0.0408	8.3204	6.3575
Si	5.3823	8.1865	6.3523
Si	4.4177	1.1957	7.3138
Si	9.8158	1.1771	7.6019
Si	1.2387	4.5732	7.4766
Si	6.5325	4.6531	7.2896
B	4.3789	6.7138	7.6108
Si	9.7276	6.622	7.4842
Si	1.2724	9.9455	7.6921
Si	6.6711	9.9207	7.3868
O	9.5796	1.2361	23.9792
O	4.0985	6.7983	23.9422
O	4.0025	1.2364	24.0342
O	9.526	6.6958	23.894
O	-0.0208	5.5621	7.9934
O	5.5622	0.1345	7.887
O	0.0668	0.1068	8.1518
O	5.4249	5.7208	7.8725
O	7.4813	4.0555	8.4974
O	8.7287	7.052	8.7535
O	2.192	9.4075	8.9954
O	8.8703	1.7536	8.8713
O	7.5938	9.4803	8.7047
O	3.6041	1.8285	8.595
O	3.6989	7.2006	8.8223
O	2.0513	4.0181	8.8234
O	8.1373	3.48	23.3541
O	0.4402	4.9239	22.9513
O	1.8963	2.7342	23.2425
O	5.8276	4.9037	23.1192
O	5.5101	9.9961	23.4875
O	2.4392	8.6814	23.0208
O	0.1879	10.0682	23.0811
O	7.7697	8.5665	23.0744
Si	8.6656	7.6958	18.4272
Si	8.8101	6.3685	13.6202
Si	3.8172	1.54	14.7092
Si	2.1467	5.7379	17.6191
Si	2.4193	3.1331	19.4892
Si	9.8545	9.0287	12.0422
Si	1.3285	9.4145	22.0783
Si	9.1977	0.9712	13.1689
Si	1.4288	5.0596	13.0028
Si	1.842	8.2356	12.7234
Si	6.6426	9.5521	22.423
Si	4.5446	4.5989	15.6963
Si	8.1771	3.0726	9.5608
Si	0.848	8.2388	19.2548
Si	6.952	1.3441	21.0834
Si	8.2195	8.3197	9.6525
Si	10.897	5.1986	15.593
Si	7.5872	9.4941	16.2867
Si	9.9342	2.0478	20.2873
Si	3.272	8.4295	9.8036
Si	6.7103	3.3441	17.4046
Si	1.1697	0.1988	19.7971
Si	3.2458	2.8248	12.2848
Si	7.224	5.3936	19.6812
Si	5.751	8.6642	11.516
Si	5.8044	6.0848	13.1873
Si	4.6486	9.6994	17.5858
Si	1.0173	3.59	22.1759
Si	4.904	1.4723	18.7888
Si	3.1939	3.0966	9.5057
Si	6.4692	10.8176	13.7575
Si	10.3756	0.1128	15.9379
Si	5.6712	3.6585	11.1515
Si	9.8468	3.9089	11.8752
Si	2.3711	9.9098	15.4797
Si	6.0823	8.1256	19.7823
Si	6.9334	3.9706	22.3754
Si	9.7715	2.7626	17.3515
O	7.2181	6.4027	13.9563
O	1.8899	7.0501	18.6718
O	10.3109	4.018	16.5105
O	6.1866	9.9576	17.0303
O	10.1685	0.7372	14.4534
O	8.4524	6.1155	18.8533
O	5.1979	0.6919	14.413
O	5.7346	2.0507	17.5203
O	8.348	1.9301	20.5323
O	2.0013	4.2916	18.4017
O	6.977	2.7957	10.6632
O	4.8813	2.7186	12.2307
O	6.0442	4.3917	16.3469
O	4.5678	3.9179	9.9472
O	10.6882	2.7655	21.5459
O	9.7258	6.159	14.9748
O	6.0139	6.4884	19.8266
O	4.0949	0.1617	18.2514
O	9.302	10.5485	12.2724
O	2.8647	4.3655	12.7067
O	1.9137	10.6929	21.2043
O	3.9965	2.7077	19.3746
O	0.7561	10.0364	15.91
O	1.2825	9.7959	18.826
O	1.7167	1.6535	19.2682
O	8.9681	10.3725	16.4594
O	4.8871	8.5796	18.7611
O	9.5726	8.7642	10.462
O	6.7611	4.0823	18.8541
O	2.8502	1.7292	13.3981
O	5.8296	8.777	21.2451
O	2.5478	2.4555	10.872
O	7.6145	4.8531	21.1724
O	5.2175	7.4874	12.5538
O	0.4869	9.0661	12.4093
O	7.6056	1.0508	13.5528
O	7.1219	9.63	14.7197
O	8.9998	5.0307	12.7033
O	8.1016	8.0333	16.8991
O	6.2158	2.5748	21.883
O	2.4897	9.0648	14.0392
O	0.4343	4.491	11.8415
O	0.8149	8.3123	20.9267
O	9.3694	3.8712	10.3304
O	9.6716	2.3901	12.4985
O	7.6296	8.5623	19.3801
O	2.5904	8.0757	11.2785
O	4.0008	3.0542	15.3702
O	0.8389	4.4958	14.4185
O	10.0629	2.9851	18.9458
O	9.2074	7.8067	12.9411
O	10.5165	0.5262	20.0699
O	6.0472	5.044	11.9365
O	8.1683	2.7392	17.0083
O	3.5458	5.4701	16.7231
O	4.6758	9.1175	10.3625
O	1.5388	6.6789	13.1612
O	4.7881	5.4982	14.3447
O	2.0461	3.8409	20.9198
O	10.5635	1.3905	16.9444
O	0.9542	6.0582	16.5508
O	7.3363	10.9474	21.9314
O	5.9293	0.8986	19.9121
O	6.0736	10.0291	12.3812
O	2.8759	0.5315	15.5711
O	7.074	8.005	10.7898
O	10.2518	8.0104	18.6775
O	3.4688	9.1869	16.5313

Results
free energy: -137021.931 eV
free energy less fixed offsets of B -154.04, O -568.88, Si -635.61 eV per atom: 5.199 eV

Forces (eV/angstrom), in the order of the atoms: element, x, y, z
Si	-0.0033	0.0011	0.0059
Si	-0.0011	0.0023	0.0055
Si	0.002	-0.0013	0.0061
Si	0.0022	-0.0021	0.0035
Si	-0.0008	0.0026	0.0033
Si	-0.003	0.0006	0.006
Si	0.0017	-0.0038	0.0013
Si	0.0021	-0.0003	0.0078
Si	0.002	0.0007	0.0014
Si	-0.0018	0.0007	0.0007
Si	0.0025	-0.0002	-0.0012
Si	-0.0002	0.0003	0.0014
Si	-0.0019	0.0012	0.0004
Si	0.0001	-0.0005	-0.0009
Si	-0.0017	0.0034	0.0028
Si	-0.0002	0.0005	-0.0007
Si	0	-0.0016	0.0011
Si	0.0014	-0.0007	-0.002
Si	0.0001	-0.0014	-0.0009
Si	-0.0015	-0.0012	-0.0009
Si	-0.0008	-0.0008	-0.0011
Si	-0.001	-0.0006	0.0012
Si	0.0001	0.0002	-0.0003
Si	0	-0.0009	0.0002
Si	-0.0014	-0.0014	-0.0002
Si	0.0001	0.0005	0.0013
Si	-0.0033	0.0004	-0.0011
Si	0.0006	0.001	-0.0007
Si	0.0011	0.0025	0.0018
Si	-0.0015	-0.0009	0.002
Si	0.0026	0.0014	-0.0068
Si	-0.0021	-0.0006	-0.0008
Si	0.0004	0.0017	0.0006
Si	-0.0028	0.0021	-0.0001
Si	0.0027	-0.0049	-0.0003
Si	-0.0002	0.0011	-0.0006
Si	-0.0009	0.003	-0.0005
Si	0.0012	-0.0017	-0.0007
Si	0.0001	-0.001	0.0005
Si	0.0022	-0.0038	-0.0008
Si	-0.0021	0.0013	-0.0002
Si	0.001	-0.001	0.0006
Si	-0.0009	0.0031	0.0012
Si	0.001	-0.0024	0.0002
Si	0.0006	-0.0013	0.0009
Si	-0.0024	0.0022	-0.0004
Si	0.0027	-0.002	-0.0006
Si	-0.0012	0.0007	0.0018
Si	0.0007	0.002	-0.001
Si	-0.0005	-0.0004	0.0008
Si	-0.0002	0.0006	0.0007
Si	-0.0008	-0.002	0.0005
Si	0.0002	0.0006	0
Si	0.0007	0.0005	-0.0014
Si	0.0001	-0.0022	-0.0009
Si	0.0001	0.0006	0.0007
Si	0.0033	0.0006	0.0011
Si	0.003	-0.0004	-0.0012
Si	-0.0034	0.001	0.0009
Si	-0.0032	0.001	-0.0006
Si	-0.0001	-0.0006	-0.0019
Si	0.0011	0.0034	0.0023
Si	-0.0047	-0.001	0.0023
Si	-0.0016	0.0016	-0.0001
Si	-0.0031	0.0046	-0.003
Si	0.0035	-0.0008	-0.0016
Si	-0.0057	0.0021	0.0002
Si	0.0051	-0.0074	0.0052
Si	-0.0017	-0.007	-0.0028
Si	-0.0049	0.0006	-0.0028
Si	0.0048	-0.0052	-0.0005
Si	-0.0049	-0.0025	0.001
Si	0.0055	-0.0013	0.0018
Si	-0.0039	-0.0007	-0.0127
Si	0.0089	-0.0139	-0.002
Si	-0.0007	0.0058	0
Si	-0.0088	0.0035	0.0041
Si	0.0117	0.0037	0.0011
Si	0.0011	0.0026	0.0053
Si	0.0003	-0.0056	-0.0027
Si	-0.0072	-0.0048	0.0081
Si	0.0193	0.0086	-0.0202
Si	-0.0033	-0.0056	-0.0174
Si	-0.0106	0.0086	0.0144
Si	0.0235	0.0276	0.0135
Si	0.0057	0.0052	0.0068
Si	0.0066	-0.0048	0.0109
Si	-0.0122	-0.0183	-0.0061
Si	0.0029	0.0112	-0.0049
Si	0.0091	-0.0078	0.0252
Si	-0.014	0.0111	0.0314
Si	0.0079	-0.0109	-0.022
B	0.0015	-0.024	-0.0073
Si	-0.0064	0.0024	-0.0341
Si	0.0077	-0.0056	-0.0363
Si	-0.0177	0.0033	0.0488
O	0.0004	-0.0004	-0.0031
O	0.0005	0.0004	-0.0017
O	-0.0002	-0.0003	-0.0033
O	0.0006	-0.0009	-0.0027
O	0.0157	-0.0066	0.0065
O	-0.0034	-0.0041	-0.0142
O	-0.01	0.0102	0.0041
O	-0.0228	0.0236	-0.0064
O	0.0093	-0.0091	0.0183
O	-0.0063	0.0053	0.0128
O	0.0056	-0.0053	0.0146
O	0.0001	0.0008	-0.0047
O	-0.0011	-0.001	-0.0089
O	0	0.0003	0.0069
O	-0.004	0.003	0.0053
O	0.0052	-0.0031	-0.0134
O	-0.0022	0.0017	-0.0041
O	0.0014	-0.0027	-0.0044
O	-0.0027	0.0016	-0.0052
O	0.0025	-0.0023	-0.005
O	0.0011	-0.0016	-0.004
O	-0.0021	0.0022	-0.0037
O	0.0029	-0.0027	-0.0053
O	-0.0025	0.0021	-0.0052
Si	0	-0.0001	0.0006
Si	-0.0004	-0.0009	-0.0043
Si	0.0008	0.0001	-0.0037
Si	-0.0001	-0.0001	-0.0001
Si	-0.0006	0.0001	0.0029
Si	-0.0012	-0.0002	-0.0045
Si	-0.0003	-0.0001	0.0069
Si	0.0002	0.0007	-0.0044
Si	0.0002	-0.0005	-0.0041
Si	0.0018	-0.0009	-0.0063
Si	0.0007	-0.0009	0.0057
Si	0.0003	0.0003	-0.0029
Si	-0.0076	0.0066	-0.0134
Si	0.0001	0.0004	0.0032
Si	0.0005	0	0.0039
Si	0.0018	-0.0048	-0.0074
Si	-0.0002	0.0003	-0.0029
Si	0.0001	-0.0001	-0.0021
Si	0.0001	0.0003	0.0036
Si	-0.0027	0.0022	-0.0108
Si	0.0001	0.0002	-0.0001
Si	0.0004	-0.0006	0.0028
Si	0.0012	-0.0005	-0.0061
Si	0.0004	-0.0005	0.003
Si	-0.0006	0.0005	-0.0051
Si	0.0003	-0.0004	-0.0059
Si	0.0003	-0.0002	0.0002
Si	0	0.001	0.007
Si	0.0006	0	0.0017
Si	0.0037	-0.0065	-0.0092
Si	-0.0001	-0.0003	-0.0045
Si	-0.0002	0.0005	-0.0024
Si	0.0015	-0.001	-0.0069
Si	-0.0026	0.0003	-0.0072
Si	0.0004	-0.0002	-0.003
Si	-0.0002	0.0005	0.0032
Si	-0.0005	0.0006	0.0065
Si	0.0001	0.0003	0
O	0.0004	0.0002	0.0018
O	0.0004	-0.0005	-0.0006
O	-0.0001	-0.0001	0.001
O	-0.0003	0	0.0005
O	0.0004	-0.0003	0.0021
O	0.0001	0.0002	-0.0005
O	-0.0003	0.0003	0.0015
O	0	-0.0001	0
O	0.0004	-0.0002	-0.0013
O	0.0001	0.0004	-0.0007
O	-0.002	-0.0002	0.0051
O	-0.0013	-0.0004	0.0027
O	0.0002	-0.0001	0.0008
O	0.0009	0.0012	0.0048
O	-0.0009	-0.0009	-0.0027
O	0.0008	-0.0003	0.0018
O	0.0001	0.0001	-0.0011
O	0.0001	0	-0.0006
O	0	0.0009	0.0022
O	-0.0009	0.001	0.0023
O	-0.0001	0.001	-0.0027
O	0.0003	-0.0003	-0.0008
O	0.0003	-0.0001	0.0008
O	0.0001	-0.0002	-0.0008
O	0.0002	0.0001	-0.0007
O	0	0	0.0008
O	-0.0001	0.0002	-0.0008
O	0.0003	0.0017	0.0036
O	0	-0.0002	-0.001
O	0.0001	-0.0004	0.0026
O	-0.0004	-0.001	-0.0033
O	0.0003	0.0012	0.0002
O	0.0005	0.0011	-0.0034
O	0.0001	-0.0006	0.0024
O	0.0008	0	0.002
O	-0.0001	-0.0002	0.0017
O	0.0005	-0.0003	0.0021
O	0.0009	0.0007	0.0026
O	0	0.0002	0.0003
O	0	-0.0011	-0.0022
O	-0.0001	0.001	0.0027
O	0.0011	0.0011	0.0026
O	-0.0003	-0.0007	-0.0031
O	0.0024	0.0002	0.0054
O	0.0003	-0.0009	0.0019
O	0.0005	-0.0002	-0.001
O	-0.0018	0	0.0072
O	0.0001	0.0003	0.0015
O	-0.0002	0.0001	0.0024
O	0	0.0003	-0.0016
O	0.0004	-0.0004	0.0018
O	0.0002	-0.0004	-0.0012
O	-0.0002	0.0019	0.0035
O	0	-0.0001	0.0003
O	-0.0001	0.0003	0.0008
O	0.0017	0.0008	0.0031
O	-0.0004	0.0003	0.0011
O	-0.0006	-0.0005	0.0028
O	0.001	-0.0003	-0.0034
O	0.0002	-0.0001	0.0002
O	0.0001	0.0001	0.0007
O	0.0001	0.0012	-0.0021
O	-0.0011	0	-0.002
O	0.0006	0.0015	0.0032
O	-0.0001	-0.001	0.0013
O	-0.0008	0.0016	0.0027
O	-0.0002	-0.0001	-0.0006
O	0	0.0003	0.0004

The program warned: the cutoff lies below the one the program advises for these potential files; the exchange-correlation potential is rough where the density is thin.
